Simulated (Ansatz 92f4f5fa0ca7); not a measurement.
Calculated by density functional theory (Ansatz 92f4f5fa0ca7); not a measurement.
Periodic cell of 171 atoms, Si99O72, from a study of silicon, its oxide and their interface. The atomic structure is a simulated model.

Settings
functional: PBE
potential files: Ansatz PAW
basis: plane waves
wave-function cutoff: 700 eV
density cutoff ratio: 5
exchange-correlation grid ratio: 2
k mesh: 2 x 2 x 1, shifted by 0.5 0.5 0.5 of a step
self-consistency stop: 5e-08 eV per atom in the density residual
occupations: Fermi-Dirac, 0.05 eV
spin: none
net charge: 0

Cell vectors (angstrom)
a	11.5983	0	0
b	0	11.5983	0
c	2.2264	-2.703	22.3969

Atoms and the computed forces on them: element, x, y, z (angstrom), force x, y, z (eV/angstrom)
Si	0.3574	-0.33	0.3533	0.0808	0.0726	0.0228
Si	0.1175	2.8818	0.4209	0.0988	-0.3102	0.0706
Si	0.0668	6.937	-0.4636	-0.0469	0.0114	-0.1323
Si	3.9881	-1.581	0.1634	0.1769	0.0343	-0.37
Si	4.1415	3.9175	0.1676	-0.03	-0.002	-0.4056
Si	4.0209	6.968	0.6624	0.2457	0.015	-0.4256
Si	7.9237	0.0454	0.29	-0.0289	0.1637	-0.4779
Si	7.8754	3.1583	0.6338	0.0414	-0.0898	-0.461
Si	7.6419	6.2472	0.2292	-0.1053	-0.1376	-0.5514
Si	2.2351	-0.8748	1.639	-0.0812	0.0808	-0.1731
Si	2.2026	3.2664	1.4919	-0.0354	0.0378	-0.3742
Si	1.8462	7.0408	1.4781	-0.0286	-0.0084	-0.229
Si	5.9221	-0.6824	1.391	-0.0647	-0.108	-0.152
Si	5.8471	3.178	1.7277	-0.1611	0.0553	-0.2074
Si	6.0112	6.9337	1.8527	-0.0062	-0.0977	-0.1212
Si	9.8371	-0.6944	1.4762	0.12	0.0992	-0.2109
Si	9.8425	3.2187	1.8303	0.1376	-0.1671	-0.1829
Si	9.7813	6.9362	1.2086	-0.1475	-0.0898	-0.0232
Si	2.2206	1.2146	2.8354	-0.0212	0.0326	0.1654
Si	2.0195	5.1252	2.9091	-0.0336	-0.1449	0.0964
Si	1.9911	8.8887	2.9893	-0.0498	0.0674	0.1357
Si	5.8159	1.1265	2.9308	0.0008	-0.0148	0.1689
Si	5.9394	5.0266	3.1412	0.0169	-0.0407	0.3452
Si	6.0386	9.0601	2.9172	0.0494	0.1161	0.0907
Si	9.8545	1.1435	2.9888	0.1758	-0.0548	0.3606
Si	9.8604	5.2269	2.9472	0.009	0.006	0.0234
Si	9.7673	8.9133	2.7552	0.0452	0.1275	-0.1982
Si	0.2585	1.1785	4.2802	-0.1012	-0.0391	-0.2162
Si	0.1549	5.0878	4.3462	-0.0461	0.0895	-0.0632
Si	0.0448	9.028	4.2878	0.0762	-0.0789	0.0393
Si	3.9839	1.1685	4.3797	0.0251	0.0858	-0.1718
Si	3.9404	5.0718	4.3523	0.1005	0.0597	-0.0448
Si	4.0214	8.9882	4.2572	-0.0082	-0.0469	-0.0787
Si	7.8448	1.1285	4.2946	0.0163	-0.0461	-0.2423
Si	7.9379	5.103	4.3526	-0.0612	0.1184	0.1068
Si	7.9487	9.0454	4.3002	-0.1646	-0.1812	0.1571
Si	0.1799	-0.6581	5.8089	-0.0699	0.1402	-0.0786
Si	0.1465	3.0846	5.6482	0.0979	-0.1299	-0.0308
Si	0.149	7.0837	5.5846	-0.0468	0.0307	0.2246
Si	3.9342	-0.7241	5.7799	-0.0276	0.0448	-0.0584
Si	4.0346	3.1008	5.6888	-0.173	-0.2834	0.0107
Si	4.0426	7.0618	5.5703	0.1323	0.0542	0.3244
Si	7.9053	-0.6892	5.8521	0.0261	0.0585	0.0914
Si	7.9003	3.0819	5.5979	0.0033	0.0066	-0.0073
Si	7.8853	7.0933	5.622	-0.0065	0.0517	0.2749
Si	2.0767	-0.6581	7.3098	0.0018	-0.0808	0.1852
Si	2.0856	3.0467	7.0039	0.0528	-0.0988	-0.2402
Si	2.1123	7.1308	6.8874	-0.0157	0.2139	-0.4063
Si	5.8378	-0.6994	7.1723	0.069	-0.1613	-0.0154
Si	6.0127	3.012	7.0095	0.101	-0.0188	-0.1009
Si	5.9245	7.0658	7.0022	0.1113	-0.0278	-0.3451
Si	9.895	-0.5277	7.2915	-0.1168	-0.0558	0.0613
Si	9.7821	3.0072	6.9878	0.0464	-0.1473	0.021
Si	9.8469	7.0892	6.9702	-0.1869	0.027	-0.388
Si	2.0335	1.4021	8.7381	0.045	0.0237	-0.0582
Si	2.1581	5.1118	8.0033	-0.0225	0.0489	0.1002
Si	2.1338	8.8462	8.5083	-0.0437	-0.0616	0.0454
Si	5.948	1.1978	8.6061	-0.1225	0.1773	0.0689
Si	5.9448	5.0004	8.1795	0.2477	0.2589	0.175
Si	5.7578	8.9445	8.5126	-0.2147	-0.038	0.2486
Si	9.7684	1.4531	8.8271	-0.0038	-0.0233	0.1375
Si	9.8619	5.0104	8.1003	-0.1312	0.2004	0.0465
Si	9.9313	8.9848	8.4344	0.0309	-0.0121	0.2265
Si	11.7512	2.1492	10.0936	-0.0794	0.3146	0.6619
Si	11.846	5.1078	9.247	-0.029	0.0051	0.4652
Si	11.8336	8.223	9.7118	0.1345	-0.0694	0.3918
Si	4.0408	2.0495	9.8753	0.1277	0.232	0.3935
Si	3.9955	5.1629	9.3899	0.1385	-0.1105	0.4601
Si	3.9058	8.2644	9.9917	-0.0501	0.0148	0.2051
Si	7.751	1.0464	10.3185	0.065	0.0579	0.0061
Si	7.9354	5.4082	9.3726	-0.1337	0.0573	0.1221
Si	7.8426	8.545	9.4613	0.2913	-0.2624	-0.0151
Si	10.8958	8.2555	12.4244	-0.0365	-0.1011	0.4246
Si	9.0665	-0.7711	12.6123	-0.0529	0.0329	0.5676
Si	12.2958	5.2522	16.6171	-0.0812	-0.0101	-0.1997
Si	-0.6106	13.2431	13.1387	-0.2077	0.1276	0.5167
Si	8.63	2.8969	14.462	-0.0774	-0.0002	0.2739
Si	12.9894	7.6735	14.6419	0.0556	0.0688	0.2813
Si	11.494	12.3004	18.3533	-0.1557	-0.2166	-0.3276
Si	5.5388	1.7133	12.3816	0.0249	-0.0732	0.6355
Si	12.6541	5.7178	19.5801	-0.2175	-0.0321	-0.493
Si	9.2993	4.541	17.0198	-0.1427	0.0618	-0.2116
Si	16.1549	-2.9198	20.4042	0.0442	-0.0584	-0.1793
Si	3.7874	8.6633	13.0721	0.0261	-0.1429	0.6468
Si	8.4163	6.8977	11.7967	0.1033	-0.0236	0.5336
Si	5.97	4.1873	14.0885	0.0789	0.1685	0.2359
Si	6.4335	5.7444	16.4352	0.0858	0.0105	0.0814
Si	9.8609	4.743	19.7992	0.0802	-0.0007	-0.358
Si	6.4894	-0.5515	19.9491	0.2462	-0.0884	-0.4861
Si	9.1573	-1.342	18.7426	0.0059	0.1774	-0.4483
Si	5.0204	7.9471	17.5521	0.2357	0.0029	-0.3136
Si	2.4922	0.333	17.4741	-0.1273	-0.1452	-0.2981
Si	6.7966	-1.0751	17.207	0.177	-0.0436	-0.1854
Si	6.2402	-4.6436	13.7691	-0.2277	-0.0745	0.3236
Si	12.3725	2.1602	15.9239	0.0002	-0.0322	0.1805
Si	13.6962	1.5333	20.1129	-0.205	-0.2259	-0.4916
Si	10.4058	-3.9547	19.7857	-0.0545	0.0494	-0.4002
Si	3.1963	-2.0698	15.7204	-0.1184	0.018	0.2203
Si	6.9508	0.1488	14.4219	0.0927	0.0518	0.3908
O	7.7822	4.616	-0.2314	0.0356	0.2459	0.4643
O	0.9119	-0.3944	-1.2107	-0.2068	-0.0073	0.2146
O	11.9869	7.2203	19.627	0.0988	-0.032	0.1182
O	3.402	-0.8324	16.7773	-0.0375	0.0842	0.0483
O	6.259	9.0114	17.4826	-0.1173	-0.034	0.0967
O	9.2616	3.3823	15.8824	-0.016	-0.0104	0.01
O	9.4907	6.3145	19.4983	0.0025	0.0492	0.1248
O	5.5354	6.3849	17.6392	-0.0618	0.0432	0.0021
O	3.5695	-1.0622	-1.3478	0.0029	-0.0533	0.223
O	3.6306	9.0069	11.4803	0.0808	-0.1436	-0.5184
O	4.2071	8.3945	-0.2029	-0.1453	0.1921	0.4534
O	7.9599	5.4595	16.9035	0.0119	-0.054	0.0052
O	3.0627	1.1193	18.8156	-0.0372	0.0898	0.287
O	12.1505	1.6322	19.5386	0.1898	0.11	0.2721
O	7.5852	4.0034	13.9043	-0.0456	0.0116	-0.174
O	6.3262	-0.4717	15.783	-0.0203	0.0452	-0.0806
O	5.7391	0.4425	13.3836	-0.1024	0.1394	-0.2926
O	13.248	8.9776	15.6226	0.073	-0.06	-0.1236
O	6.6052	0.6276	21.0357	-0.0668	0.11	0.4272
O	7.7696	6.9634	13.2729	0.2365	-0.0141	-0.3274
O	5.4988	5.5556	13.3382	0.1175	-0.0423	-0.0414
O	13.1358	5.4594	18.0223	-0.0186	0.0193	0.3329
O	0.1545	13.3241	11.7148	0.143	-0.0523	-0.7444
O	7.9909	1.6762	-0.199	-0.2114	-0.1777	0.4762
O	11.9507	8.7623	11.2894	0.04	0.0038	-0.4109
O	8.0047	5.4968	11.0387	0.0045	0.0364	-0.369
O	6.9386	1.9547	11.5053	0.2869	-0.2036	-0.3658
O	4.0528	-3.3496	16.2764	0.0221	0.0168	0.0292
O	13.8109	0.3159	21.1785	0.0163	0.1224	0.3425
O	7.9109	6.9885	8.8924	0.0403	-0.0352	0.0419
O	-1.7696	2.7916	13.3629	0.1262	-0.0866	-0.1885
O	7.8198	8.2573	11.0892	-0.0856	0.169	-0.3075
O	6.436	-4.6104	15.379	-0.0439	0.0059	-0.1297
O	10.672	5.4347	16.8392	0.0222	-0.0249	0.0671
O	11.4909	4.6098	19.8974	-0.0332	-0.012	0.0906
O	0.2578	5.5871	-1.4439	0.0701	0.5063	0.3489
O	7.9621	-1.3328	19.8806	-0.1086	0.0305	0.2557
O	11.8624	3.8166	10.3034	-0.0123	-0.4124	-0.4073
O	4.1757	8.188	18.9076	-0.0356	0.0286	0.3215
O	9.3003	3.8788	18.5233	0.0947	0.0721	0.2441
O	5.3296	8.1564	13.2241	-0.0456	0.0623	-0.1493
O	5.1896	2.9628	13.3904	-0.0494	-0.2346	-0.3304
O	4.0931	5.5466	-0.2365	-0.0332	-0.0659	0.5322
O	12.0211	1.7315	14.3964	-0.059	-0.0526	-0.2646
O	1.0671	-0.3801	17.9193	0.0777	0.1862	0.096
O	-1.4017	11.8371	13.1867	-0.0193	-0.1004	-0.176
O	8.4337	-1.1821	17.2725	-0.0307	-0.0114	0.2298
O	12.5541	3.7693	16.0065	0.0413	-0.0268	0.0637
O	11.917	6.5781	9.9986	-0.1606	0.2603	-0.2317
O	7.8168	1.5041	14.7411	0.0137	-0.0024	-0.1212
O	5.7469	4.4159	15.7224	-0.0031	0.0184	-0.1426
O	13.7648	5.4769	20.7739	0.232	-0.3028	0.601
O	9.7988	-2.1841	12.5689	-0.0808	0.0332	-0.1191
O	12.8343	6.3193	15.5208	0.0582	0.044	-0.0194
O	3.992	6.6002	10.2792	0.0157	0.18	-0.1959
O	4.2879	1.386	11.3944	-0.1257	0.1118	-0.3918
O	10.1153	-3.5202	21.3021	-0.0271	0.0864	0.1911
O	8.411	-0.2631	11.1742	-0.2529	0.3653	-0.375
O	3.652	9.8992	14.1767	-0.0257	-0.0901	-0.2878
O	6.2642	-0.0599	18.3877	-0.0542	-0.0239	0.3719
O	10.0394	6.9423	11.9497	-0.0457	-0.0519	-0.1087
O	11.6097	7.928	13.8401	-0.1759	0.0698	-0.3758
O	0.125	1.262	0.6398	0.1203	-0.0407	-0.1618
O	5.1723	-1.406	20.3852	-0.1596	0.0035	0.1049
O	4.0034	3.7127	10.249	-0.0807	-0.5091	-0.2791
O	11.2396	1.6294	17.0126	0.0737	0.0256	0.0132
O	10.1676	-0.0607	18.8768	0.0544	0.0536	0.1716
O	10.0062	-2.7319	18.7819	0.0593	-0.1661	0.2486
O	2.1991	1.4592	16.321	0.0118	-0.0052	0.0186
O	7.9126	-0.9618	13.7489	0.1757	0.0205	-0.3632
O	7.0667	6.9493	-1.1724	0.0572	-0.1643	0.4979
O	14.2555	7.5592	13.5875	0.1336	0.0979	-0.2579

Results
free energy: -103888.559 eV
free energy less fixed offsets of O -569.03, Si -635.61 eV per atom: 6.991 eV
pressure: -0.14 GPa
stress xx, yy, zz, yz, xz, xy (GPa, positive in tension): -0.68, 0.4, 0.71, 0.15, 0.11, -0.04

The program warned: the cutoff lies below the one the program advises for these potential files.
